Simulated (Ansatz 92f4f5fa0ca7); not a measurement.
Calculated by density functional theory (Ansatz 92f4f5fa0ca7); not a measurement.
Periodic cell of 288 atoms, Si196O92, from a study of silicon, its oxide and their interface. The atomic structure is a simulated model.
Doubt: the cutoff is far below the 930 eV that the study's wrapper takes by default for these files, so forces and energies are approximate.
This geometry differs little from another in the collection (a relaxation step or a small displacement).

Settings
functional: PBE
potential files: Ansatz PAW
basis: plane waves
wave-function cutoff: 580 eV
density cutoff ratio: 5
exchange-correlation grid ratio: 1
k mesh: 1 x 1 x 1, Gamma-centred
self-consistency stop: 5e-08 eV per atom in the density residual
occupations: fixed
spin: none
net charge: 0

Cell vectors (angstrom)
a 11.6015 0 0
b 0 10.938 0
c 0 0 40.3393

Atoms and the computed forces on them: element, x, y, z (angstrom), force x, y, z (eV/angstrom)
Si 0 0 0.9665 0.0034 0.0258 -0.0098
Si 3.8672 0 0.9665 -0.0098 0.0178 0.0005
Si 7.7343 0 0.9665 -0.0013 0.0568 0.0005
Si 1.9336 1.3673 0.9665 0.0005 -0.0391 -0.0003
Si 5.8008 1.3673 0.9665 0.0011 -0.0411 0.0133
Si 9.6679 1.3673 0.9665 0.0031 -0.0349 0.0098
Si 0 5.469 0.9665 0.0081 0.0252 -0.0118
Si 3.8672 5.469 0.9665 -0.0007 0.0033 0.0174
Si 7.7343 5.469 0.9665 -0.0018 0.0739 -0.0053
Si 1.9336 6.8362 0.9665 0.0003 -0.0383 -0.0044
Si 5.8008 6.8362 0.9665 -0.0071 -0.0395 0.0125
Si 9.6679 6.8362 0.9665 0.0041 -0.0613 -0.0079
Si 1.9336 2.7345 39.3722 -0.0092 0.0438 -0.0043
Si 5.8008 2.7345 39.3722 -0.0089 0.0168 0.0077
Si 9.6679 2.7345 39.3722 0.0101 0.0366 -0.0158
Si 0 4.1018 39.3722 -0.0031 -0.0351 -0.0034
Si 3.8672 4.1018 39.3722 0.0005 0.0329 0.0313
Si 7.7343 4.1018 39.3722 -0.0009 -0.1052 -0.0336
Si 1.9336 8.2035 39.3722 -0.0236 0.0378 0.0054
Si 5.8008 8.2035 39.3722 -0.0142 -0.0011 0.0316
Si 9.6679 8.2035 39.3722 0.002 0.0738 -0.0099
Si 0 9.5708 39.3722 -0.0191 -0.0223 0.0008
Si 3.8672 9.5708 39.3722 -0.0028 -0.0025 0.0127
Si 7.7343 9.5708 39.3722 -0.0132 -0.0447 -0.0012
Si 0 0 4.8337 0.0129 0.0075 -0.001
Si 3.8672 0 4.8337 0.0511 0.0183 -0.0137
Si 7.7343 0 4.8337 -0.0042 0.0316 0.1607
Si 1.9336 1.3673 4.8337 0.0365 -0.0511 -0.0491
Si 5.8008 1.3673 4.8337 0.0393 -0.0494 0.0527
Si 9.6679 1.3673 4.8337 -0.0256 -0.0557 -0.0379
Si 0 5.469 4.8337 -0.0077 0.0024 -0.1562
Si 3.8672 5.469 4.8337 0.0459 -0.0251 0.0059
Si 7.7343 5.469 4.8337 -0.0079 0.0494 -0.0511
Si 1.9336 6.8362 4.8337 0.0292 -0.0643 0.0161
Si 5.8008 6.8362 4.8337 0.0375 -0.0369 0.2005
Si 9.6679 6.8362 4.8337 -0.0226 -0.0468 0.0974
Si 1.9336 2.7345 2.9001 0.0095 0.0259 -0.0138
Si 5.8008 2.7345 2.9001 -0.0028 0.0524 0.013
Si 9.6679 2.7345 2.9001 0.0098 0.0278 -0.0099
Si 0 4.1018 2.9001 0.0008 0.0121 -0.0311
Si 3.8672 4.1018 2.9001 0.0082 -0.008 -0.0047
Si 7.7343 4.1018 2.9001 0.0045 -0.0553 -0.0047
Si 1.9336 8.2035 2.9001 0.0078 0.0232 -0.0117
Si 5.8008 8.2035 2.9001 0.0011 0.0619 0.025
Si 9.6679 8.2035 2.9001 0.0072 0.0484 0.0054
Si 0 9.5708 2.9001 0.0045 -0.0062 -0.0117
Si 3.8672 9.5708 2.9001 0.0098 -0.015 0.0022
Si 7.7343 9.5708 2.9001 0.0063 -0.0731 0.0258
Si 0.034 1.3056 27.661 0.0199 -0.0063 0.0191
Si 3.8898 -0.0608 29.8707 0.0752 0.0024 0.0333
Si 9.8668 0.9275 30.0501 0.1897 -0.0218 -0.1198
Si 2.4953 1.8174 29.6236 0.0399 -0.0345 -0.1302
Si 5.8869 1.223 29.8113 -0.3238 0.2169 -0.0979
Si 7.761 -0.1284 29.8503 -0.0037 -0.1201 0.0069
Si 0.46 5.6055 29.5612 -0.2002 0.1411 0.0318
Si 4.4952 6.1747 30.4144 0.0642 0.0063 -0.1536
Si 7.9342 5.1702 29.0768 0.0492 -0.0398 -0.1719
Si 2.3918 7.0002 29.8071 -0.0689 -0.0355 0.0379
Si 5.7509 5.7955 28.4721 -0.0091 0.024 0.013
Si 9.3221 7.1734 29.3289 0.0543 -0.1903 0.376
Si 2.0353 2.9436 31.6362 -0.0622 0.0378 0.0719
Si 5.8669 2.7276 31.6588 0.1817 -0.0545 -0.086
Si 9.7846 2.7278 31.5873 -0.0537 0.0842 0.0666
Si 0.0612 4.2419 31.544 0.0591 -0.0101 0.0112
Si 4.0532 4.2433 31.7464 -0.0896 0.0009 0.0208
Si 7.8275 4.0577 31.3339 -0.0223 0.0573 0.0641
Si 1.7473 8.3302 31.6474 -0.0301 0.0184 -0.0125
Si 5.4734 8.0294 31.7132 -0.1459 -0.0353 0.0346
Si 9.4176 8.141 31.5826 0.12 -0.0299 -0.1273
Si -0.2937 9.6094 31.6565 -0.1306 0.0126 0.0959
Si 3.7108 9.6004 31.8201 0.0514 0.0624 -0.0368
Si 7.4488 9.3956 31.6947 0.1119 0.0207 -0.0711
Si -0.0464 0.0287 33.5922 0.068 -0.0796 -0.0302
Si 3.8437 0.1014 33.6466 -0.0274 -0.0694 0.0069
Si 7.6701 -0.0509 33.5545 0.0745 -0.006 0.0287
Si 1.9033 1.4427 33.5199 0.017 0.0157 0.022
Si 5.8203 1.3895 33.6005 -0.0661 0.0465 0.0592
Si 9.6255 1.3793 33.5558 -0.0244 0.0079 -0.0061
Si -0.0121 5.4941 33.5506 -0.0165 -0.0549 -0.0218
Si 3.8389 5.5083 33.7021 -0.0206 -0.0487 0.017
Si 7.7145 5.4252 33.4066 -0.0207 -0.1037 0.0336
Si 1.8829 6.8926 33.5608 0.0339 -0.003 -0.0003
Si 5.7775 6.8079 33.6773 0.1014 0.0376 -0.0237
Si 9.6248 6.7928 33.5227 -0.0513 0.0872 -0.0383
Si 1.8749 2.7354 35.5072 -0.0022 -0.0102 -0.0264
Si 5.779 2.7567 35.5185 0.0042 -0.0241 0.0225
Si 9.6162 2.7349 35.5019 -0.0132 -0.0157 -0.0209
Si -0.0487 4.1081 35.4848 0.0035 0.0145 0.0104
Si 3.8122 4.0766 35.5519 -0.0085 0.0222 0.0133
Si 7.7057 4.1172 35.4443 -0.0158 0.0823 -0.0166
Si 1.9187 8.2217 35.5098 0.0208 -0.0178 0.0247
Si 5.8154 8.2336 35.5425 -0.0207 -0.0379 -0.0052
Si 9.6556 8.1878 35.4724 0.0101 -0.0566 -0.0166
Si -0.015 9.5695 35.5102 -0.0019 0.0599 -0.0212
Si 3.8578 9.5815 35.5168 0.0201 0.05 -0.0073
Si 7.7456 9.5758 35.5152 -0.0016 0.014 0.0158
Si 0 0 37.4386 -0.0371 0.0123 0.0636
Si 3.8672 0 37.4386 0.0068 0.0547 0.1231
Si 7.7343 0 37.4386 0.0791 0.1055 0.0642
Si 1.9336 1.3673 37.4386 -0.0899 -0.0882 -0.0451
Si 5.8008 1.3673 37.4386 -0.0042 0.0011 -0.0008
Si 9.6679 1.3673 37.4386 -0.0555 0.0035 0.0153
Si 0 5.469 37.4386 -0.0831 0.0059 -0.0942
Si 3.8672 5.469 37.4386 -0.0438 0.0333 0.1987
Si 7.7343 5.469 37.4386 -0.0216 0.0629 -0.3487
Si 1.9336 6.8362 37.4386 0.011 -0.0174 -0.048
Si 5.8008 6.8362 37.4386 0.0143 -0.0211 0.1466
Si 9.6679 6.8362 37.4386 0.0161 -0.0087 -0.1067
Si 1.9562 2.73 6.7619 0.0062 0.0013 0.0111
Si 5.8324 2.7165 6.7875 -0.0083 -0.0323 0.0214
Si 9.6664 2.7275 6.7656 0.0035 0.0101 -0.0045
Si 0.0125 4.0818 6.7354 0.0037 0.001 -0.0097
Si 3.9041 4.0921 6.7679 -0.016 0.0057 -0.0187
Si 7.743 4.1049 6.7648 0.0076 0.0231 0.0051
Si 1.9652 8.2036 6.7627 -0.0109 -0.0099 -0.0093
Si 5.8293 8.1927 6.8044 -0.0006 -0.0257 -0.011
Si 9.6712 8.2057 6.7779 0.0113 -0.0232 0.0044
Si 0.0142 9.5513 6.7537 0.0057 0.0153 -0.0064
Si 3.8987 9.5616 6.7595 0.0058 -0.0058 0.0223
Si 7.7463 9.5754 6.7961 -0.0021 0.0209 0.0089
Si -0.0087 -0.0122 8.6705 0.0007 -0.0433 -0.0274
Si 3.907 -0.0061 8.6826 -0.0326 -0.013 0.0016
Si 7.751 -0.0569 8.796 -0.025 -0.0414 -0.0198
Si 1.9477 1.3131 8.6628 0.0156 0.0325 -0.0228
Si 5.8336 1.3329 8.7342 0.0013 0.0469 -0.0372
Si 9.6633 1.3279 8.6788 0.009 0.0429 0.0098
Si 0.0318 5.5129 8.5984 -0.0108 -0.0591 -0.0174
Si 3.9394 5.4751 8.6873 -0.0023 -0.0473 0.004
Si 7.7656 5.4779 8.698 0.0198 -0.074 -0.0125
Si 1.9941 6.8138 8.6803 0.0041 0.0368 -0.0524
Si 5.8475 6.8574 8.7915 -0.0025 0.0581 -0.0271
Si 9.692 6.8291 8.7145 0.0045 0.0683 -0.0237
Si 1.9753 2.7834 10.49 -0.0566 -0.0516 0.0082
Si 5.8703 2.6863 10.6705 0.0039 -0.0844 0.0991
Si 9.7542 2.7243 10.5682 0.036 -0.0623 -0.0393
Si 0.0396 4.1189 10.454 0.0341 0.0212 0.0264
Si 3.9121 4.0737 10.5817 0.0653 0.0537 0.0009
Si 7.7792 4.0302 10.5623 -0.0397 0.1023 0.0571
Si 1.9935 8.2819 10.5234 0.0527 -0.0352 0.0424
Si 5.8104 8.1762 10.8131 -0.0337 -0.0302 0.0749
Si 9.707 8.095 10.7264 0.0068 -0.0543 0.0255
Si 0.0233 9.5056 10.5526 -0.0944 0.0739 0.0101
Si 3.9322 9.6134 10.6297 0.0394 -0.0204 -0.0672
Si 7.8039 9.4895 10.7748 0.03 0.0309 0.0167
Si 0.2536 -0.0622 12.4336 0.0296 0.0865 -0.0113
Si 3.7069 -0.0553 12.6173 0.0259 0.2085 0.0831
Si 8.105 -0.0278 12.6744 -0.0874 0.0813 0.0002
Si 1.9876 1.4899 12.4245 0.0548 -0.1361 -0.0114
Si 6.3558 1.5349 12.7333 0.0151 0.0201 -0.037
Si 9.9965 1.3366 12.4677 -0.0039 -0.1124 0.0136
Si 0.0543 5.4763 12.3602 -0.0527 0.0781 -0.0285
Si 3.6219 5.4511 12.4728 -0.0176 0.0789 -0.0228
Si 7.593 5.3359 12.5158 -0.0708 0.0315 -0.0455
Si 1.8344 6.9901 12.4432 -0.0227 -0.1199 0.0011
Si 5.6215 6.6321 12.7052 0.0788 0.0136 -0.0623
Si 9.594 6.5604 12.6142 -0.0259 -0.0358 -0.0477
O 5.0556 0.6414 13.2419 -0.0219 -0.0362 -0.0405
O 5.4395 7.1257 14.2848 -0.0046 -0.0048 0.0451
O 0.5086 10.0397 13.8708 0.0196 -0.031 -0.0148
O 7.4817 -6.4873 13.9337 -0.0053 -0.1141 0.05
O 1.7506 7.6966 13.9761 -0.0004 0.0814 0.008
O 9.5564 7.1758 14.1451 -0.003 0.0112 0.0636
O 12.0826 4.5277 13.6522 0.034 -0.0322 -0.0272
O 8.2008 10.1541 14.1795 0.0517 -0.0223 0.0173
O 3.227 9.8447 13.7989 -0.0258 -0.0184 -0.0471
O 3.2387 4.5459 13.8314 -0.0422 -0.0337 -0.0002
O 1.8764 2.2783 13.8979 -0.0115 0.0257 -0.0125
O 10.1896 2.2995 13.82 0.0029 0.0199 0.0112
O 10.8996 6.7109 29.1268 0.0647 -0.04 0.0141
O 15.1709 20.8223 28.5686 -0.0339 -0.0425 0.0131
O 6.4938 8.8783 27.3056 -0.0377 -0.0166 0.0563
O 10.2865 12.4432 28.5608 0.0168 -0.0049 0.06
O 8.9557 8.3438 28.2025 -0.0942 0.23 -0.1455
O -0.059 10.848 26.8457 0.0114 -0.0045 0.0238
O 3.3017 3.0062 28.7743 0.0414 0.0014 0.0193
O 11.7604 2.5623 26.625 0.0028 -0.0108 0.013
O 16.671 4.5708 27.547 -0.0541 -0.0531 0.0631
O 11.051 -0.1839 30.453 -0.0278 0.0231 -0.0044
O 1.3072 1.2548 28.6566 0.0167 0.0182 0.0272
O 0.4792 4.4827 28.3651 0.0184 -0.0576 -0.1079
Si 8.4878 4.143 26.8076 -0.0605 0.0927 0.1526
Si 5.1848 5.9193 18.5127 -0.0076 0.0135 0.0286
Si 16.2628 8.8539 19.1551 0.0045 0.0092 0.0089
Si 2.9009 8.4726 28.0469 0.0885 0.0503 -0.1212
Si 8.8547 -0.7137 15.7011 -0.0094 -0.0083 0.0127
Si -1.1286 -3.3206 20.4041 0.002 -0.0048 -0.0087
Si 6.6704 5.7781 24.5805 0.0204 -0.0271 0.0384
Si 0.6561 9.523 26.2367 0.0055 -0.0217 -0.0314
Si 10.6735 -2.5229 23.9831 -0.0129 0.0036 -0.011
Si 5.3512 2.1719 16.8167 0.0211 -0.0153 0.0443
Si 2.1966 9.8224 17.619 0.0091 -0.0084 0.0375
Si 9.8142 0.3708 23.479 -0.0197 0.0018 -0.0195
Si 2.824 -0.2025 24.2497 0.0359 -0.0002 -0.0147
Si 0.4836 3.6357 16.9646 0.0047 0.016 0.0749
Si 6.9895 2.9991 14.5159 -0.0062 0.0274 -0.128
Si 9.2738 4.0881 20.4327 0.0009 0.0076 0.0121
Si 9.0885 7.3004 15.6945 -0.0061 0.0094 0.0081
Si 3.9662 3.7482 20.3022 0.0245 -0.0303 0.0387
Si 1.846 9.2687 14.4477 -0.0037 -0.0459 0.0231
Si 5.5876 7.5538 26.9241 -0.0261 0.043 -0.018
Si 4.5912 3.0335 27.7721 0.0511 0.0215 0.0159
Si 2.8754 9.2646 21.4793 0.0044 0.0169 0.0131
Si 1.8244 3.8638 14.2984 0.0137 0.0116 0.0141
Si 12.6823 -3.8004 22.3026 -0.0044 -0.0166 0.0098
Si 6.6323 3.4206 19.2448 -0.0141 -0.025 0.0196
Si 7.9839 12.0518 25.8734 0.001 -0.0099 -0.0159
Si 11.5946 4.1794 26.835 -0.1351 0.0485 0.0166
Si 5.8861 7.3138 15.8392 0.0154 -0.0042 0.0167
Si 9.7825 2.0853 15.3876 -0.0178 -0.019 0.0454
Si 4.3041 3.9252 23.433 0.0105 -0.0083 -0.0221
Si 1.4882 4.669 24.3248 0.0153 -0.0058 -0.0223
Si 2.6693 2.0054 18.2631 -0.0097 0.0054 0.0419
Si 4.9096 12.487 25.1593 0.0443 0.0087 -0.0327
Si 8.9241 -4.5476 22.5135 -0.0195 -0.0013 0.0122
Si 10.9159 1.5963 20.9886 -0.0025 0.0035 -0.004
Si 6.0888 10.1862 16.9889 0.0188 0.0003 0.0592
Si -1.2302 -5.1099 18.0812 0.0168 -0.0059 0.0335
Si 0.3412 -0.8239 19.8072 0.001 0.0068 0.01
Si 0.7829 1.8393 23.4547 0.0086 0.0134 -0.0092
Si 7.8695 9.5827 27.8658 0.0895 -0.0955 -0.1025
O 12.2942 -9.2237 21.843 -0.0057 -0.0054 -0.0045
O 4.1693 2.3997 26.3428 0.0173 -0.0257 0.0224
O 3.1833 -1.0188 22.9146 -0.0042 -0.0037 0.0004
O 5.1114 6.2923 16.8916 -0.0042 -0.0189 -0.0136
O 3.7449 4.1097 21.8903 -0.0033 0.0024 -0.0182
O 6.0142 7.0161 25.4288 0.0168 -0.0189 -0.0099
O 2.2148 1.282 23.9437 -0.0059 -0.0051 0.0203
O 3.977 7.9385 26.9037 0.0151 -0.0331 0.0655
O 7.9639 3.178 20.1285 -0.0036 0.0013 -0.0084
O 1.3181 5.9073 23.3066 0.0042 0.0188 -0.0018
O 3.319 8.7857 18.2054 -0.0085 -0.0054 -0.0183
O 8.3563 10.6835 26.724 -0.0192 0.0855 0.0119
O 1.4108 8.6885 27.4085 -0.0285 0.0039 0.0209
O 5.5231 4.9165 23.8287 -0.0189 -0.0014 0.003
O 3.0595 4.3023 24.4117 -0.008 0.0043 0.02
O 14.0708 -3.2586 21.643 -0.0017 0.0042 0.0032
O 9.9597 6.9688 23.6708 -0.0043 -0.0112 0.0013
O 5.6819 3.0932 15.5045 -0.0216 -0.0072 0.0345
O 7.5813 4.8729 25.626 -0.0205 0.0262 -0.1043
O 9.7852 6.147 16.6019 0.0139 -0.016 -0.0158
O 1.9639 9.4958 16.0472 -0.0058 0.0066 -0.0051
O 9.933 0.5086 15.8213 -0.0107 0.0637 -0.0321
O -2.5523 -3.5565 21.1982 -0.002 -0.0002 -0.0071
O 0.5937 3.4059 23.8199 0.0022 -0.0017 0.0138
O 12.0485 8.421 23.0985 0.0066 -0.0093 0.0083
O 10.5341 3.0803 20.4874 0.0042 -0.0076 -0.0045
O 9.736 0.9383 21.9409 0.0082 0.0006 0.0016
O 4.835 2.4072 23.7633 -0.0069 0.0084 0.01
O 7.4943 7.0896 15.9323 -0.0148 0.0031 -0.0234
O 8.6428 11.9494 24.3892 0.0117 -0.0023 0.0136
O 1.6839 -0.8429 20.7369 0.0014 -0.0025 0.0056
O 1.6251 4.0592 15.8877 -0.0044 -0.0036 -0.0063
O 0.743 -1.3497 18.3235 0.0026 -0.0023 -0.0304
O 3.8722 2.6199 17.3347 0.0087 0.0028 -0.0413
O 8.4276 13.4479 26.6202 0.0147 -0.056 -0.0178
O 8.1962 2.4625 15.4998 0.0563 -0.0208 0.0223
O 1.8047 -1.0476 25.1608 0.0094 0.008 0.0034
O 5.8365 2.1866 28.4298 0.0078 -0.0742 0.1107
O -2.2002 5.0237 19.1103 -0.0045 -0.0018 -0.0113
O 4.2169 0.0849 25.024 -0.0542 -0.0099 0.0101
O 6.4058 12.151 25.6208 -0.0247 -0.0126 0.0262
O -0.3271 0.6572 19.7121 -0.0003 -0.0086 -0.0011
O 7.6785 10.4352 16.8063 0.0039 -0.0005 -0.0291
O 10.0412 4.6233 26.5812 0.1733 -0.0359 -0.0081
O 7.5132 6.3829 23.3136 0.0358 0.0121 -0.0147
O 5.3132 7.361 19.2648 -0.0011 -0.0049 -0.0051
O -0.4998 8.5839 25.551 0.0112 0.0112 0.0122
O 0.1241 4.9484 17.8636 -0.0088 0.0046 -0.0247
O 10.7087 3.0335 16.32 -0.0255 -0.0314 -0.0663
O 5.7531 -1.018 18.5676 -0.0135 -0.0098 -0.0047
O -1.0459 7.2622 18.8222 -0.0111 -0.0065 -0.0147
O 10.7965 -1.7421 20.4979 -0.0005 0.0033 -0.002
O 9.73 -1.2634 23.5356 0.0087 -0.0017 0.0122
O 2.7095 0.3859 18.0507 -0.0043 0.008 -0.0166
O 9.5654 8.8113 16.0972 0.0065 0.0096 -0.0306
O 4.2604 -1.5798 20.6421 -0.001 0.0012 0.0118
O 6.5146 -5.9493 18.749 -0.0032 -0.0054 -0.0197
O 5.4372 3.0633 20.2786 -0.0153 0.0158 -0.0145
O 5.5528 8.8771 16.1759 -0.008 0.0218 -0.0294
O 2.905 2.6094 19.7778 0.015 0.0086 -0.0024
O 3.9647 -5.8771 19.2651 0.0059 0.0042 -0.024
O 11.6289 -4.2455 21.1317 0.0072 0.0015 -0.0044
O 6.5024 2.4241 17.9599 -0.0022 0.027 -0.0125
O 5.3245 0.5822 16.4456 -0.0082 0.0022 -0.0378
O 1.1741 2.4796 17.859 0.0053 -0.0041 -0.0318
O 11.2336 0.8864 24.1101 -0.0032 -0.0002 0.0112
O 12.5438 5.0307 25.8198 -0.0009 -0.0005 0.0056
O 9.1888 -6.0453 21.8708 -0.0074 0.0066 0.0021

Results
free energy: -176917.900 eV
free energy less fixed offsets of O -568.88, Si -635.61 eV per atom: -1.380 eV

The program warned: the cutoff lies below the one the program advises for these potential files; the forces do not sum to zero within the program's tolerance; the exchange-correlation potential is rough where the density is thin.
